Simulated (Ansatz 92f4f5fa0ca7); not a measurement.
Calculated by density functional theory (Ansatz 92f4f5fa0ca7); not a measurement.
Periodic cell of 208 atoms, Si128O80, from a study of silicon, its oxide and their interface. The atomic structure is a simulated model.
Doubt: the cutoff is far below the 930 eV that the study's wrapper takes by default for these files, so forces and energies are approximate.

Settings: functional PBE; potential files Ansatz PAW; basis plane waves; wave-function cutoff 580 eV; density cutoff ratio 5; exchange-correlation grid ratio 1; k mesh 1 x 1 x 1, Gamma-centred; self-consistency stop 5e-08 eV per atom in the density residual; occupations fixed; spin none; net charge 0.

Cell vectors (angstrom)
a, 10.938, 0, 0
b, 0, 10.938, 0
c, 4.264, -0.7319, 31.4078

Atoms and the computed forces on them: element, x, y, z (angstrom), force x, y, z (eV/angstrom)
Si, 5.3593, -1.8582, 23.9457, -0.1099, 0.0555, -0.3236
Si, 8.0197, 0.869, 24.0045, -0.0416, -0.0195, -0.2119
Si, 5.8963, 3.1111, 23.8975, 0.1028, -0.0826, -0.3221
Si, 8.6154, -5.1607, 23.839, 0.0267, -0.0399, -0.2182
Si, 0.4083, -2.3549, 23.8694, 0.0572, -0.1635, -0.3043
Si, 3.1876, 0.3643, 23.9362, 0.1205, -0.1012, -0.3436
Si, 10.8477, 3.5733, 23.7945, -0.0495, 0.071, -0.2503
Si, 2.6266, -4.5406, 23.9467, -0.0717, 0.0795, -0.2989
Si, 6.9039, -0.71, 25.3372, 0.0994, -0.0218, -0.2357
Si, 9.7086, 2.0251, 25.2104, -0.052, -0.0298, -0.1654
Si, 7.0429, -6.252, 25.2456, -0.0295, 0.0489, -0.1619
Si, 9.7403, -3.5156, 25.1947, -0.0341, 0.0196, -0.1979
Si, 1.544, -0.7628, 25.2234, 0.0143, 0.0027, -0.1299
Si, 4.3009, 1.9758, 25.2629, -0.0406, 0.0741, -0.2269
Si, 12.4116, 4.7424, 25.2035, 0.0122, -0.0282, -0.2117
Si, 4.2146, -3.4315, 25.2903, 0.0285, -0.02, -0.1594
Si, 5.6061, 0.6545, 26.6922, -0.0394, -0.0132, 0.0879
Si, 8.383, 3.3589, 26.6441, 0.0172, -0.0068, 0.0628
Si, 5.6378, -4.8398, 26.5817, 0.0176, -0.0107, 0.0323
Si, 8.3624, -2.1112, 26.5821, 0.0516, -0.0089, 0.0256
Si, 11.0967, 0.6376, 26.567, 0.0137, 0.0043, 0.0656
Si, 13.824, 3.3761, 26.5713, -0.0019, 0.0127, 0.0522
Si, 11.0882, 6.0971, 26.6281, -0.0017, 0.0155, -0.0086
Si, 2.8781, -2.0838, 26.6582, 0.0094, 0.0321, 0.0793
Si, 4.264, -0.7319, 27.9895, -0.2379, 0.0418, 0.4532
Si, 6.9985, 2.0026, 27.9895, 0.142, 0.0797, 0.3281
Si, 4.264, -6.2009, 27.9895, -0.0167, -0.0108, -0.3523
Si, 6.9985, -3.4664, 27.9895, 0.0249, -0.0834, -0.2638
Si, 9.733, -0.7319, 27.9895, 0.0217, -0.0324, -0.3853
Si, 12.4675, 2.0026, 27.9895, -0.022, -0.0174, -0.3702
Si, 9.733, 4.7371, 27.9895, -0.0142, 0.0032, 0.209
Si, 12.4675, -3.4664, 27.9895, -0.1079, -0.0677, 0.1378
Si, 1.3673, -1.3673, 3.418, -0.0628, -0.2145, -0.0896
Si, 4.1018, 1.3673, 3.418, -0.0706, -0.0098, -0.3389
Si, 1.3673, 4.1018, 3.418, -0.14, -0.0351, 0.2558
Si, 4.1018, -4.1018, 3.418, 0.1738, 0.0904, 0.0935
Si, 6.8362, -1.3673, 3.418, 0.0893, 0.0458, 0.1039
Si, -1.3673, 1.3673, 3.418, 0.0925, 0.3232, 0.5022
Si, 6.8362, 4.1018, 3.418, 0.3214, 0.1882, -0.1547
Si, -1.3673, -4.1018, 3.418, -0.1479, -0.1224, -0.0306
Si, 2.6919, 0.032, 4.7489, 0.071, 0.0101, 0.0337
Si, 5.5012, 2.7212, 4.7212, -0.1164, -0.0219, -0.0466
Si, 2.7659, 5.4428, 4.7766, 0.0556, -0.0839, -0.1265
Si, 5.4719, -2.7149, 4.806, -0.0632, 0.0063, -0.073
Si, -2.7432, 0.022, 4.807, -0.0052, -0.0326, -0.0237
Si, 0.003, 2.7673, 4.8934, -0.0276, -0.0386, -0.019
Si, 8.2173, 5.4647, 4.8242, -0.0468, 0.0531, -0.1296
Si, -0.0152, -2.7562, 4.7849, -0.0343, -0.066, -0.0687
Si, 1.3983, 1.3705, 6.2386, -0.0548, -0.1086, 0.1086
Si, 4.1, 3.99, 6.1044, -0.0568, 0.002, 0.0181
Si, 1.4615, -4.0867, 6.1098, 0.1303, -0.045, -0.0162
Si, 4.1366, -1.2457, 6.1041, -0.0048, 0.0429, 0.0958
Si, -4.1318, 1.396, 6.1543, -0.0442, 0.0431, 0.0871
Si, -1.4165, 4.1139, 6.318, -0.0928, -0.1028, 0.0666
Si, 6.8219, -4.0952, 6.1665, -0.0869, -0.0845, 0.1067
Si, -1.3529, -1.3454, 6.1332, 0.0295, 0.0646, -0.0463
Si, 0.2357, -0.2822, 7.5311, 0.0757, -0.0209, 0.4708
Si, 3.2897, 2.1817, 7.4239, -0.4624, 0.5105, 0.2763
Si, -0.5135, -5.3448, 7.978, 0.2309, 0.2611, 0.5122
Si, 2.5297, -2.4226, 7.3123, 0.0532, 0.1736, 0.4494
Si, 4.9962, 0.5487, 7.3784, 0.5504, -0.5768, 0.1519
Si, -3.0725, 2.9975, 7.5418, -0.0944, -0.0678, 0.3998
Si, 5.6344, 5.1815, 7.3901, -0.012, -0.0071, 0.5855
Si, -2.5137, -2.8961, 7.4263, -0.0181, 0.0897, 0.3914
Si, 5.6312, -2.0991, 29.3568, -0.0273, 0.0199, -0.038
Si, 8.3657, 0.6354, 29.3568, -0.0536, 0.0247, -0.014
Si, 5.6312, -7.5681, 29.3568, 0.0507, -0.0294, -0.0087
Si, 8.3657, -4.8336, 29.3568, 0.0134, -0.0251, -0.0165
Si, 11.1002, -2.0991, 29.3568, 0.0039, -0.0498, -0.0131
Si, 13.8347, 0.6354, 29.3568, 0.0305, -0.0715, 0.0108
Si, 11.1002, 3.3699, 29.3568, -0.018, 0.0447, -0.0291
Si, 2.8967, -4.8336, 29.3568, -0.0377, 0.0212, -0.03
Si, 6.9985, -0.7319, 30.724, 0.0175, -0.0403, -0.002
Si, 9.733, 2.0026, 30.724, 0.0336, -0.0222, -0.0059
Si, 6.9985, -6.2009, 30.724, -0.0101, 0.0459, -0.0278
Si, 9.733, -3.4664, 30.724, -0.0424, 0.0139, -0.0256
Si, 12.4675, -0.7319, 30.724, -0.0277, 0.0422, -0.0207
Si, 4.264, 2.0026, 30.724, -0.0425, 0.0169, -0.019
Si, 1.5295, -6.2009, 30.724, 0.0281, -0.0204, -0.0084
Si, 4.264, -3.4664, 30.724, 0.0352, -0.0071, -0.0186
Si, 1.3673, 1.3673, 0.6835, 0.025, 0.0354, 0.0122
Si, 4.1018, 4.1018, 0.6835, -0.068, 0.0117, 0.0105
Si, 1.3673, -4.1018, 0.6835, 0.0097, -0.0169, 0.0297
Si, 4.1018, -1.3673, 0.6835, 0.0519, -0.0302, 0.0203
Si, 6.8362, 1.3673, 0.6835, -0.0009, -0.0452, 0.0403
Si, -1.3673, 4.1018, 0.6835, 0.0224, -0.0064, 0.0141
Si, 6.8362, -4.1018, 0.6835, -0.0192, 0.03, -0.0094
Si, 9.5708, -1.3673, 0.6835, -0.0461, 0.0082, 0.0054
Si, 0, 0, 2.0507, 0.0055, -0.0719, 0.0309
Si, 2.7345, 2.7345, 2.0507, 0.0259, -0.065, 0.0099
Si, 0, -5.469, 2.0507, -0.044, 0.0022, 0.0208
Si, 2.7345, -2.7345, 2.0507, -0.0387, 0.0161, 0.0051
Si, 5.469, 0, 2.0507, -0.0903, -0.0156, 0.001
Si, 8.2035, 2.7345, 2.0507, 0.059, 0.1017, 0.0006
Si, 5.469, 5.469, 2.0507, 0.1094, 0.1012, -0.0076
Si, 8.2035, -2.7345, 2.0507, 0.0035, -0.0554, 0.0188
Si, 2.6379, -3.7513, 11.9765, -0.2056, 0.1741, 0.2336
Si, 7.346, -3.9725, 12.6902, 0.0331, -0.1131, 0.1583
Si, 6.0693, 3.1301, 16.7219, 0.0702, 0.0572, 0.0339
Si, 3.6704, 1.0506, 12.4627, -0.1049, -0.0288, 0.0388
Si, 8.1661, 2.22, 10.5789, -0.1406, 0.0419, 0.4338
Si, 8.847, -2.1475, 17.0359, 0.0547, 0.0122, -0.1066
Si, 2.8708, -2.2776, 19.0764, 0.0109, 0.0441, -0.0141
Si, 1.4266, -1.0617, 12.5792, 0.0961, -0.0052, 0.0329
Si, 8.5803, 3.0075, 18.0768, 0.0467, -0.0271, 0.0001
Si, 2.2518, 2.7177, 10.4283, -0.0577, 0.014, 0.3936
Si, 4.0612, 4.5749, 21.7606, 0.0473, 0.1188, -0.1053
Si, 4.2866, -3.8975, 9.4488, -0.083, -0.0261, 0.1945
Si, 9.5214, -5.1509, 17.5129, -0.008, -0.0377, -0.0641
Si, 0.5624, 5.1763, 10.9418, 0.1729, -0.0485, 0.4523
Si, -1.8706, 4.3595, 12.5748, -0.0066, 0.0059, 0.046
Si, 1.4717, -4.2753, 17.3654, 0.02, 0.1846, 0.0021
Si, 11.6202, -1.9961, 15.4893, 0.0883, -0.0133, -0.0691
Si, 6.7053, -1.9416, 14.7743, 0.0408, -0.0382, 0.0188
Si, 7.1636, -3.3265, 21.7048, -0.127, -0.0223, -0.0685
Si, 5.8557, 0.2438, 10.4902, -0.0793, 0.1812, 0.3865
Si, 5.2667, 0.663, 14.9716, -0.0908, 0.006, -0.0821
Si, 6.9362, -2.4161, 10.0913, -0.0889, -0.0732, 0.3988
Si, 3.0187, -0.4716, 16.8346, -0.027, -0.0251, 0.0409
Si, 9.6941, 0.2092, 18.9497, 0.0798, 0.0076, -0.2826
Si, 1.8888, 2.266, 21.6932, -0.0198, -0.0677, -0.0642
Si, 8.5699, 3.9476, 15.476, 0.0908, -0.0144, -0.1802
Si, 9.347, -1.0886, 21.7923, 0.0614, 0.1195, 0.0262
Si, 4.3173, -5.4754, 16.9777, 0.0872, 0.1585, -0.0003
Si, 1.7342, 0.4323, 19.1531, 0.0111, -0.2864, -0.1817
Si, -0.2037, 0.6195, 10.5226, 0.1908, -0.0028, 0.398
Si, 5.0608, -4.3119, 19.6771, -0.2692, 0.2019, -0.2724
Si, 4.7382, -4.0961, 14.1662, -0.1097, -0.0452, 0.0007
O, 0.734, -1.7766, 13.8729, -0.0627, -0.0242, 0.0184
O, -0.4441, 0.1155, 8.9927, 0.0437, -0.1194, -0.5123
O, 21.6198, 20.1708, 22.5002, 0.0135, 0.0008, 0.2381
O, 4.8217, -5.2534, 8.741, 0.061, 0.0046, -0.2861
O, 9.7411, 4.6942, 23.2191, -0.0447, 0.0371, 0.5639
O, -2.4927, 2.4193, 8.986, -0.0229, 0.1803, -0.5642
O, 2.5422, 1.1002, 22.6154, -0.0056, -0.0348, 0.1376
O, 6.976, 1.9745, 23.2901, 0.01, 0.0161, 0.6814
O, 2.7792, 0.7531, 17.9175, -0.0425, -0.0239, 0.0085
O, 4.6518, -5.0617, 15.4532, 0.0013, -0.0329, -0.0087
O, 8.9731, 4.5677, 18.5004, -0.0271, 0.0104, 0.022
O, 4.2803, -0.7452, 23.3018, -0.0447, 0.0361, 0.6757
O, 7.8206, -4.5886, 22.5046, 0.075, -0.0377, 0.1882
O, 0.2698, -0.565, 11.5431, -0.1048, 0.058, -0.1757
O, 5.8822, -4.5997, 13.1004, 0.0692, 0.0598, -0.0437
O, 2.385, 0.1961, 13.0049, 0.002, 0.0497, -0.0483
O, 1.4201, -1.3653, 7.9589, -0.0194, -0.0225, -0.4247
O, 3.4326, -5.1592, 22.6541, -0.0298, 0.0109, 0.1798
O, 11.2299, 0.2135, 18.4208, -0.0303, 0.0515, 0.0542
O, 4.5848, -5.7065, 20.3674, -0.0761, -0.2139, 0.3023
O, 2.2609, -0.973, 19.8674, -0.0413, 0.1006, 0.0005
O, 8.3396, -2.2742, 21.3438, -0.0261, -0.0221, -0.0266
O, 4.6803, 3.8795, 17.0965, -0.0082, -0.0771, -0.0021
O, 6.7984, -1.0173, 10.9058, 0.065, -0.0705, -0.0896
O, 8.9969, -3.6134, 17.7931, -0.0482, 0.0159, 0.0432
O, 6.4807, -3.8365, 20.3094, 0.2469, 0.0977, 0.2952
O, 6.041, -2.6021, 22.6423, -0.015, 0.0229, 0.1205
O, 5.5066, 0.1508, 8.9124, -0.268, 0.1159, -0.4539
O, 4.4866, 0.1642, 11.3668, 0.1465, -0.075, -0.1565
O, 1.5772, 1.6247, 20.2287, -0.004, 0.1828, 0.327
O, 1.5903, -0.8227, 16.1438, -0.0241, 0.0233, 0.0428
O, 7.947, -2.2005, 8.8491, 0.0741, -0.0585, -0.4508
O, 2.7429, -5.2712, 17.2794, -0.0438, -0.1011, -0.0228
O, 12.2251, -3.4508, 15.958, -0.0212, -0.0081, -0.0174
O, 3.0519, 2.5155, 9.0394, 0.2693, -0.2134, -0.5143
O, 8.1825, 3.6125, 11.4328, -0.0189, -0.0724, -0.1876
O, 9.1401, -5.528, 15.9548, 0.0051, 0.0203, 0.0382
O, 3.9623, -3.111, 19.9452, 0.1095, -0.1241, 0.0508
O, 3.2604, -4.0662, 13.4626, 0.0674, 0.0013, -0.0628
O, 8.8279, -0.8801, 18.0822, -0.0003, 0.0134, 0.0652
O, 3.7584, -4.2695, 10.9323, 0.2088, -0.0212, -0.2972
O, 8.4942, -5.0949, 12.8974, -0.0407, 0.0485, -0.0288
O, 5.4823, -2.8107, 9.4998, -0.0136, 0.0179, -0.1818
O, 0.9903, -5.0886, 7.3784, 0.0114, 0.1445, -0.3399
O, -1.5939, 1.2269, 11.1214, 0.0167, -0.0314, -0.1215
O, 12.4716, -3.4517, 23.2822, 0.0187, -0.0605, 0.6576
O, 6.6825, 1.6, 10.8463, -0.0021, 0.0098, -0.1682
O, 10.073, -1.9144, 15.9798, -0.0709, 0.008, 0.0662
O, 5.2184, -2.6328, 14.7215, 0.0452, 0.0177, -0.0157
O, 7.4343, -2.1258, 16.2205, -0.0072, -0.0269, 0.0645
O, -1.9005, 3.5354, 13.9832, -0.0374, 0.005, 0.009
O, 5.2919, 3.8478, 22.5451, 0.0101, -0.0487, 0.2285
O, 11.485, 2.8545, 22.4316, -0.0376, 0.0399, 0.2221
O, 6.7548, 4.1353, 8.0412, 0.0513, -0.037, -0.5215
O, 0.9335, 1.7781, 10.4803, -0.0086, 0.0031, -0.12
O, 7.637, -2.6608, 13.6299, -0.0626, 0.0502, -0.019
O, 2.3875, -2.1478, 11.8365, 0.0568, -0.0868, -0.0515
O, 1.1874, -4.4376, 11.6677, -0.0438, -0.0503, -0.1546
O, 3.0687, -3.2119, 8.6431, -0.0142, 0.0065, -0.1054
O, 9.7698, -0.2556, 20.4879, 0.009, -0.0612, 0.2628
O, 9.597, 6.9941, 7.8906, -0.067, -0.1814, -0.2067
O, 3.5871, -1.7541, 17.6924, 0.0183, 0.0386, -0.0528
O, 6.9448, 2.9329, 18.0918, -0.0477, -0.0031, 0.006
O, 2.919, 3.4832, 21.4343, 0.0053, -0.0109, -0.0131
O, 6.4544, -0.3521, 14.4897, 0.0096, 0.0279, -0.0025
O, 4.647, 1.4647, 13.6947, 0.0678, -0.0004, 0.0417
O, 5.1947, -4.6038, 18.0667, 0.0423, -0.0054, 0.1294
O, 7.4405, -3.5689, 11.1188, -0.0306, 0.0797, -0.2196
O, 6.9374, 4.0059, 15.6307, -0.0382, 0.0039, -0.0126
O, 5.8337, 1.6765, 16.078, 0.0256, -0.0517, 0.0401
O, 3.1847, 2.4192, 11.7339, -0.0654, 0.0567, -0.1881
O, 11.1303, -5.2018, 17.6883, -0.0136, -0.0561, 0.019
O, 9.1242, 2.807, 16.5262, -0.0691, 0.0543, 0.0533
O, -0.3603, -5.5534, 9.6146, -0.2144, -0.0876, -0.5301
O, 4.0625, -0.1523, 15.6704, 0.0381, 0.0082, 0.0006
O, 9.1289, 1.7514, 18.9426, 0.0184, -0.0523, 0.0872
O, -0.3279, 4.4368, 12.0861, 0.0555, 0.0084, -0.12
O, 8.6282, -0.0373, 22.79, 0.026, 0.0376, 0.0165
O, 1.6311, -3.2494, 18.6357, -0.0215, -0.0407, -0.0083
O, 1.8293, 4.2694, 10.5172, 0.0855, 0.0074, -0.1201

Results
free energy: -126872.524 eV
free energy less fixed offsets of O -568.88, Si -635.61 eV per atom: -4.044 eV

The program warned: the cutoff lies below the one the program advises for these potential files; the forces do not sum to zero within the program's tolerance; the exchange-correlation potential is rough where the density is thin.
